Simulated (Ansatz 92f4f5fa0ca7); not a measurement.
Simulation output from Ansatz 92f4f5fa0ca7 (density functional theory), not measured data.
Periodic cell of 408 atoms, Si264O144, from a study of silicon, its oxide and their interface. The atomic structure is a simulated model.
Doubt: the cutoff is far below the 930 eV that the study's wrapper takes by default for these files, so forces and energies are approximate.

Settings
functional: PBE
potential files: Ansatz PAW
basis: plane waves
wave-function cutoff: 580 eV
density cutoff ratio: 5
exchange-correlation grid ratio: 1
k mesh: 1 x 1 x 1, Gamma-centred
self-consistency stop: 5e-08 eV per atom in the density residual
occupations: fixed
spin: none
net charge: 0

Cell vectors (angstrom)
a	15.4687	0	0
b	0	12.8259	0
c	0	0	36.394

Atoms and the computed forces on them: element, x, y, z (angstrom), force x, y, z (eV/angstrom)
Si	0.04	1.1709	33.7392	-0.0427	-0.0531	-0.0859
Si	3.8719	1.1998	33.7064	-0.0165	-0.0153	-0.0042
Si	7.7398	1.1499	33.766	0.0727	-0.0301	-0.0322
Si	11.6162	1.1698	33.7131	-0.0085	0.1423	-0.1483
Si	1.9818	7.5763	33.7243	-0.0694	0.0426	0.0378
Si	5.8228	7.6037	33.774	0.0509	-0.1821	-0.0115
Si	9.6438	7.5694	33.6373	0.0351	-0.0367	-0.0557
Si	13.547	7.5828	33.6622	-0.0627	-0.0524	-0.1249
Si	1.9336	5.247	34.1271	0.2351	0.0658	-0.1954
Si	5.8008	5.247	34.1271	0.1564	0.3062	-0.3401
Si	9.6679	5.247	34.1271	0.2548	-0.1092	-0.0872
Si	13.5351	5.247	34.1271	-0.2929	-0.0552	-0.1217
Si	0	11.6599	34.1271	0.2962	0.2647	0.351
Si	3.8672	11.6599	34.1271	-0.2059	0.107	-0.371
Si	7.7343	11.6599	34.1271	-0.0283	-0.0485	0.1179
Si	11.6015	11.6599	34.1271	-0.0921	0.195	0.2825
Si	0	4.664	35.3638	0.0149	-0.0495	-0.1191
Si	3.8672	4.664	35.3638	-0.0586	-0.0811	-0.0722
Si	7.7343	4.664	35.3638	-0.033	-0.0246	-0.0885
Si	11.6015	4.664	35.3638	0.0116	0.174	0.0808
Si	1.9336	11.0769	35.3638	-0.077	-0.0179	0.022
Si	5.8008	11.0769	35.3638	0.092	-0.0787	-0.0559
Si	9.6679	11.0769	35.3638	-0.0079	-0.009	0.0234
Si	13.5351	11.0769	35.3638	-0.0297	-0.01	-0.0288
Si	0	2.332	35.7761	0.0308	0.0575	0.1701
Si	3.8672	2.332	35.7761	-0.0431	-0.0093	0.0755
Si	7.7343	2.332	35.7761	0.0637	0.0414	0.2687
Si	11.6015	2.332	35.7761	0.0615	-0.005	-0.0002
Si	1.9336	8.745	35.7761	0.1406	0.0334	0.0459
Si	5.8008	8.745	35.7761	0.0056	0.2071	0.4837
Si	9.6679	8.745	35.7761	-0.0549	-0.0579	-0.3918
Si	13.5351	8.745	35.7761	-0.0548	-0.0487	-0.2406
Si	1.9336	1.749	0.6188	-0.0064	0.0732	0.0295
Si	5.8008	1.749	0.6188	0.0477	0.0522	0.0026
Si	9.6679	1.749	0.6188	-0.0276	0.0209	0.0329
Si	13.5351	1.749	0.6188	-0.0925	0.0201	0.0089
Si	0	8.162	0.6188	0.038	-0.0925	-0.0523
Si	3.8672	8.162	0.6188	-0.0166	0.0731	0.0042
Si	7.7343	8.162	0.6188	-0.0341	-0.0699	0.0101
Si	11.6015	8.162	0.6188	0.0151	-0.1544	-0.0629
Si	0	5.83	1.031	-0.0178	0.001	-0.0071
Si	3.8672	5.83	1.031	0.0505	-0.065	-0.0628
Si	7.7343	5.83	1.031	0.0056	-0.0349	-0.0045
Si	11.6015	5.83	1.031	0.0029	-0.1285	-0.0324
Si	1.9336	12.2429	1.031	0.0691	0.0322	0.0308
Si	5.8008	12.2429	1.031	-0.0585	0.089	0.0395
Si	9.6679	12.2429	1.031	-0.0146	0.0469	0.0487
Si	13.5351	12.2429	1.031	0.0335	0.1008	0.0872
Si	1.9336	5.247	2.2678	0.158	-0.0443	-0.2771
Si	5.8008	5.247	2.2678	-0.0896	-0.0102	-0.2908
Si	9.6679	5.247	2.2678	-0.008	-0.3794	-0.6143
Si	13.5351	5.247	2.2678	0.0195	-0.4	-0.6804
Si	0	11.6599	2.2678	-0.0483	0.0403	0.3199
Si	3.8672	11.6599	2.2678	-0.0401	-0.0382	-0.0448
Si	7.7343	11.6599	2.2678	0.0344	0.0048	0.314
Si	11.6015	11.6599	2.2678	-0.1071	0.0239	0.4831
Si	1.9336	2.915	2.68	0.0004	-0.0305	-0.0017
Si	5.8008	2.915	2.68	-0.0214	0.0001	-0.0187
Si	9.6679	2.915	2.68	0.0474	-0.1549	-0.0476
Si	13.5351	2.915	2.68	0.0713	-0.1354	-0.0327
Si	0	9.328	2.68	-0.0325	0.1771	0.2637
Si	3.8672	9.328	2.68	0.0058	-0.1237	-0.2849
Si	7.7343	9.328	2.68	0.0256	0.2014	0.3132
Si	11.6015	9.328	2.68	-0.0253	0.1776	0.3735
Si	7.4862	0.1284	17.1905	0.3004	0.1817	0.3251
Si	1.6903	4.3042	27.8422	-0.3141	-0.0654	-0.3536
Si	8.3611	-1.47	21.9111	-0.0476	-0.0158	-0.0176
Si	17.4853	-2.6812	24.9211	0.1024	0.0744	-0.1303
Si	7.8249	5.0136	30.8439	0.0223	0.3224	0.0321
Si	4.0628	10.6068	22.8233	0.1191	0.1126	-0.0052
Si	13.6886	8.8871	29.494	0.235	-0.0451	-0.0336
Si	15.7607	12.2111	21.501	0.3293	0.0001	-0.2675
Si	-3.6274	4.8626	19.4098	-0.095	-0.0335	0.0685
Si	4.2157	8.1304	24.4691	0.056	0.2032	0.0222
Si	5.7701	3.1383	26.2663	0.0933	-0.0089	-0.0736
Si	18.4062	-1.8007	19.983	-0.0305	-0.102	0.1229
Si	-0.2813	11.5412	23.8545	-0.0851	-0.2959	0.2123
Si	11.6224	14.4182	29.4751	0.113	0.1451	0.0786
Si	4.4367	6.885	30.6083	-0.0018	0.2852	-0.0867
Si	12.5718	10.3025	23.0057	-0.213	-0.0886	-0.0584
Si	1.8717	0.6618	30.4677	0.0991	0.3204	0.2194
Si	-0.034	1.3069	29.1641	0.0493	-0.224	-0.3188
Si	4.7346	-1.2319	28.2719	0.2417	0.1528	-0.1555
Si	15.1581	3.6844	28.8824	-0.075	0.06	-0.1382
Si	-4.6709	8.0879	22.7698	0.0412	0.1007	-0.092
Si	0.6149	7.1065	20.8526	0.203	0.3123	0.0293
Si	8.3564	10.7941	25.0625	0.1167	0.0452	-0.0185
Si	14.7002	12.6172	26.6172	0.0154	0.0762	0.0464
Si	3.6365	3.189	28.6127	0.1921	-0.3324	-0.1111
Si	8.3574	3.9392	27.5035	0.1668	0.6654	0.4305
Si	9.7027	-1.8745	30.8021	-0.0889	0.0392	-0.2011
Si	11.409	5.5955	29.0986	-0.0567	0.2195	-0.1606
Si	0.8854	4.8055	24.949	-0.2521	-0.0407	0.1887
Si	3.99	4.5701	30.6656	-0.1564	-0.4128	0.1685
Si	13.7577	9.6452	27.2448	-0.1106	-0.0195	0.7476
Si	15.4741	7.2815	30.3438	-0.0641	0.0644	-0.1165
Si	-2.1403	4.8156	27.7343	-0.4035	0.0178	0.0264
Si	5.8819	0.8284	30.5413	0.0629	0.3874	0.2188
Si	9.2387	4.0474	24.6771	-0.0226	-0.0656	0.1569
Si	13.5505	0.4981	30.3612	-0.1009	0.0096	0.1685
Si	-4.6815	10.5264	27.1203	-0.1805	-0.2395	0.3253
Si	1.96	7.3345	28.9106	-0.0642	-0.1748	0.033
Si	9.7687	13.326	30.4466	-0.0612	0.1534	0.1669
Si	11.6212	7.8598	29.9467	-0.2188	-0.2846	0.1632
Si	-0.0866	4.8667	30.8527	-0.0541	0.0908	0.3361
Si	-2.1319	5.7745	16.9792	-0.2071	0.1347	0.0943
Si	6.8492	7.1973	30.4198	0.1627	-0.0202	0.2782
Si	11.5688	3.9087	30.6777	0.0667	-0.2671	0.0236
Si	1.8528	11.1909	30.8132	-0.2254	-0.0377	-0.2734
Si	5.8453	11.3382	30.9624	0.2101	-0.0629	-0.3824
Si	7.9007	13.9957	29.2095	0.0755	-0.1402	-0.202
Si	13.5391	10.9116	30.8756	-0.0367	0.0551	-0.2907
Si	1.9631	4.1909	31.9886	-0.0571	0.1588	-0.0896
Si	5.8863	4.1311	31.9958	0.0115	-0.1686	0.0024
Si	9.6376	4.0549	32.0715	0.0837	0.0354	0.1257
Si	13.5113	4.0301	32.0726	0.148	0.0119	-0.1199
Si	0.011	10.5195	32.1066	0.0447	-0.1227	0.141
Si	3.8545	10.5035	31.9915	0.0938	0.2048	0.0498
Si	7.7517	10.5123	32.0631	0.0511	0.0261	0.1177
Si	11.5953	10.4857	32.1244	0.0196	-0.1284	-0.065
Si	1.9354	1.8576	32.4832	-0.011	-0.026	0.055
Si	5.8492	1.8736	32.5911	-0.1003	0.008	0.0045
Si	9.6294	1.7087	32.5035	-0.0979	-0.0771	-0.0008
Si	13.5994	1.6841	32.4726	0.071	-0.1158	-0.0905
Si	0.0752	8.2057	32.5025	-0.0267	-0.034	0.0973
Si	3.9344	8.1675	32.5182	-0.0346	-0.1556	0.1755
Si	7.6614	8.1849	32.4267	-0.1028	0.1982	-0.0212
Si	11.5846	8.1487	32.3827	0.0554	-0.0156	-0.1147
Si	0	2.332	3.9167	-0.0402	-0.2771	-0.346
Si	3.8672	2.332	3.9167	0.1192	0.111	-0.6939
Si	7.7343	2.332	3.9167	-0.0321	-0.2258	0.1499
Si	11.6015	2.332	3.9167	-0.2018	-0.1403	0.2998
Si	1.9336	8.745	3.9167	0.4789	0.4487	0.1759
Si	5.8008	8.745	3.9167	-0.5128	0.5206	0.2612
Si	9.6679	8.745	3.9167	-0.0948	-0.4519	0.2325
Si	13.5351	8.745	3.9167	0.149	-0.3695	0.0293
Si	1.9802	6.4455	4.2807	-0.0041	-0.0741	-0.0312
Si	5.7764	6.4444	4.2776	-0.0021	-0.1236	-0.0426
Si	9.6636	6.4089	4.2292	0.0145	0.0648	-0.0534
Si	13.5454	6.4031	4.2267	-0.0415	0.0002	0.0073
Si	0.0112	12.7952	4.3989	-0.0273	0.1349	0.0825
Si	3.8539	12.8685	4.2958	0.0191	-0.0509	0.0528
Si	7.6864	12.7894	4.3961	0.063	0.0673	0.0878
Si	11.5673	12.8108	4.4161	0.0364	0.0571	0.0748
Si	0.042	5.9097	5.4304	0.1698	0.0025	0.0125
Si	3.8817	5.8416	5.517	0.0894	0.055	0.0588
Si	7.7108	5.8954	5.442	-0.0896	-0.1175	-0.0935
Si	11.6028	5.8235	5.4396	-0.047	-0.0791	0.0377
Si	2.0088	12.2455	5.6154	-0.0359	0.0214	-0.0651
Si	5.6941	12.2712	5.625	-0.0295	0.1147	-0.1006
Si	9.6077	12.4687	5.7936	-0.1989	-0.0002	0.1385
Si	13.5234	12.4362	5.7457	0.0542	0.1199	0.0624
Si	-0.0146	3.61	5.8581	-0.0237	-0.1954	0.0122
Si	3.881	3.5275	5.8725	-0.0773	-0.0327	0.0827
Si	7.7053	3.6002	5.932	-0.0611	0.1841	0.0556
Si	11.5179	3.5584	5.9846	0.0093	-0.1102	-0.0263
Si	2.6073	9.9598	5.9132	0.0663	-0.0322	-0.0808
Si	5.1121	9.9541	5.9443	-0.1005	-0.0835	-0.0946
Si	9.6884	8.609	6.3171	0.0324	0.0611	0.0686
Si	13.5781	8.6735	6.2793	-0.0435	-0.0597	0.0276
Si	1.9038	2.943	7.0073	0.0415	0.2535	0.1452
Si	5.779	3.1267	7.1931	-0.0522	0.0838	0.0207
Si	5.8448	0.0476	10.8594	-0.3132	-0.1653	0.1127
Si	13.5351	3.173	7.1042	-0.0814	0.0894	-0.0237
Si	-3.8355	10.9448	8.5913	0.0222	-0.186	-0.006
Si	3.091	15.428	10.037	0.3962	0.08	-0.1103
Si	5.6757	4.8831	8.8645	0.0086	-0.2345	0.0718
Si	15.4145	4.6218	13.6847	0.1528	-0.1432	-0.2935
Si	0.1341	5.0878	16.5517	0.2142	-0.1294	-0.0914
Si	2.5267	4.4685	8.6601	0.0267	-0.2872	-0.0988
Si	7.8512	7.3808	7.2542	0.0258	-0.0575	-0.0235
Si	11.7091	7.4175	9.3818	-0.1046	0.2594	-0.0063
Si	0.0018	13.088	8.8538	-0.0178	-0.1525	0.0235
Si	5.7141	13.6283	7.6014	-0.1261	0.1748	-0.1549
Si	2.6862	10.3746	14.6044	-0.2321	0.1604	-0.0561
Si	11.457	13.2475	8.9199	0.2619	-0.0455	0.1367
Si	6.2318	9.0666	7.8652	-0.0837	-0.0641	-0.0128
Si	6.0832	12.6223	15.3863	-0.1415	0.0797	-0.0749
Si	7.4325	0.0694	8.9882	0.1059	-0.0437	-0.2188
Si	13.0056	6.1626	12.2271	0.2005	0.3032	-0.4973
Si	-5.9085	16.0288	7.3328	0.0474	0.1284	-0.0197
Si	1.7874	18.984	10.1332	-0.4682	0.0719	-0.1844
Si	13.5896	10.686	7.3238	-0.1081	0.0032	0.0603
Si	11.6609	7.563	7.0276	0.079	-0.0192	0.027
Si	1.5265	9.1578	7.8762	0.0278	-0.0541	0.0347
Si	-1.7089	4.2898	9.1124	0.8012	-0.2265	-0.1156
Si	13.5129	0.947	7.7037	-0.3872	0.0492	0.0369
Si	17.4762	0.6491	7.672	-0.0619	-0.403	0.1276
Si	6.8987	5.1205	21.536	0.0352	-0.1012	0.0572
Si	4.5546	4.1665	10.903	-0.062	0.1101	0.0269
Si	8.9817	5.7081	-7.5871	0.1035	-0.2317	0.0124
Si	3.9876	13.433	9.1853	-0.0704	0.2769	-0.1769
Si	2.5721	5.1312	12.0808	0.1188	0.155	0.0347
Si	3.0925	7.9021	9.1988	-0.1984	-0.1041	-0.0229
Si	5.9481	4.0119	12.7485	-0.0661	-0.1616	0.1976
Si	9.7024	-2.1713	7.3092	0.043	-0.0549	-0.0316
Si	5.1142	10.1071	13.876	0.1345	-0.5835	-0.353
Si	7.8381	5.9593	9.1565	-0.0074	0.03	0.2146
Si	9.4574	13.7693	7.825	-0.0975	-0.0772	0.1157
Si	15.4189	7.4799	7.1774	-0.0484	0.1056	-0.0791
Si	-4.2008	0.2618	11.2692	0.1815	-0.2056	-0.8096
Si	-2.2962	-4.1455	17.946	-0.0891	0.3005	-0.1437
Si	13.819	7.4846	10.528	0.2238	0.1772	-0.6718
Si	10.0043	-2.5193	11.9332	0.1262	0.0315	-0.2931
Si	-4.9486	9.4169	14.9261	0.1802	0.2791	-0.0804
Si	0.0005	10.3596	13.03	-0.1165	-0.3505	-0.3438
Si	7.8156	10.5911	8.709	0.1523	0.102	-0.0568
Si	7.9585	9.6792	10.9057	0.0229	-0.1352	0.2466
O	6.3137	26.9474	23.3723	0.0243	0.1205	0.0836
O	10.4313	-4.135	21.2893	0.0473	-0.0504	0.1202
O	36.0505	13.9395	21.0681	-0.0781	0.0684	-0.1763
O	0.4269	6.3423	25.3381	0.1057	0.1128	-0.0399
O	-2.3458	31.0458	20.2588	0.187	0.0647	0.0461
O	22.7658	-11.1324	17.6884	0.0071	-0.1639	-0.0537
O	21.2137	21.4883	14.4141	-0.0956	0.4806	-0.0225
O	34.4228	20.4605	29.4607	-0.1423	-0.1061	-0.0275
O	34.057	14.33	15.1621	0.0192	0.0106	0.0321
O	45.1895	18.4223	22.5721	0.0872	0.0414	0.0004
O	1.6549	27.8775	10.8334	0.1564	0.1867	-0.1297
O	-3.809	13.8834	21.0256	0.0587	0.0443	0.0199
O	13.8259	6.1855	26.9549	0.1213	0.0559	0.0599
O	15.9182	18.3056	14.9826	0.0279	0.1279	0.1746
O	14.7296	36.8588	20.7015	0.029	0.0565	0.0682
O	30.8343	13.7985	21.2732	-0.0452	0.0145	0.0505
O	17.0662	-2.8439	13.3713	0.0081	0.0425	0.1795
O	9.646	12.2105	21.4002	0.0841	0.0745	0.0001
O	14.2641	-7.3636	12.9417	0.0688	-0.1287	0.1082
O	25.6713	11.9481	11.8058	0.0503	0.1888	0.0188
O	10.8641	13.4726	23.4821	-0.0206	0.011	0.0716
O	-8.0175	6.0663	22.7509	-0.0031	-0.0593	-0.0486
O	8.0303	17.8245	20.3476	-0.0215	-0.0193	-0.0012
O	25.1906	3.6653	13.3196	0.0167	0.0121	0.1328
O	35.0863	11.8416	19.1931	0.0666	0.0603	-0.1719
O	-0.7814	34.2492	26.4076	0.1289	0.0401	-0.262
O	3.3785	16.9469	15.1139	-0.1644	-0.1256	0.2844
O	1.646	-5.8175	22.1298	-0.0644	-0.0238	-0.069
O	4.4987	16.2401	27.2079	-0.2025	0.092	0.1386
O	-13.487	5.9104	28.0989	0.0249	0.139	0.1484
O	40.0421	25.5982	17.231	-0.3358	-0.047	0.0574
O	6.3307	1.6074	26.3718	-0.1484	0.0199	-0.1449
O	3.8365	19.5583	23.7153	-0.0594	-0.1411	-0.0544
O	10.798	14.4746	11.9839	-0.151	0.3835	0.4275
O	-11.6504	10.2935	27.9443	-0.1197	-0.1417	0.0931
O	-2.4602	29.3265	26.5694	0.0878	-0.0556	-0.065
O	5.4813	5.664	20.9417	-0.1208	0.0049	-0.0643
O	24.1335	-7.9644	15.5026	0.1306	-0.1811	0.054
O	17.1414	-21.5393	26.1939	0.1535	0.0733	0.1086
O	16.0206	-2.6787	24.2025	-0.0369	0.1192	-0.0266
Si	14.5775	5.2585	21.0082	-0.4107	-0.2407	-0.0458
Si	12.9327	0.4272	15.4569	0.0233	-0.0601	0.2299
Si	44.3474	16.5112	24.9733	-0.042	-0.015	0.1547
Si	19.4443	18.9952	7.8558	0.1354	-0.1479	-0.4274
Si	8.526	6.2368	23.9885	-0.1433	0.3649	0.0266
Si	11.0311	12.789	22.0155	-0.196	-0.0107	-0.0636
Si	18.2038	-6.8719	22.7593	0.1169	-0.0392	0.0627
Si	15.0513	15.0066	20.1974	-0.0666	-0.0704	-0.0816
Si	7.3751	6.0142	12.9117	-0.2903	0.2203	-0.1242
Si	23.2015	18.3254	16.6837	-0.0794	0.2158	-0.1962
Si	11.6826	5.1065	9.9248	-0.1789	0.3043	0.6657
Si	27.4534	1.8717	19.676	-0.1774	-0.1166	-0.0469
Si	9.3771	5.1149	14.0208	-0.2135	0.1764	-0.0138
Si	13.5692	10.2671	15.4416	0.1752	0.1781	-0.0885
Si	15.3311	10.6714	8.9349	0.0152	0.0427	0.1132
Si	1.9482	26.1416	15.6834	-0.1377	0.0411	-0.0585
Si	3.9201	5.1061	20.8806	0.117	0.0941	0.0446
Si	14.3032	9.6372	20.7304	-0.1417	-0.0665	-0.0579
Si	11.2823	-6.323	14.5539	-0.0859	0.0196	-0.1776
Si	17.8485	6.4625	18.4431	0.1244	0.152	0.0279
Si	9.87	9.3234	28.9827	-0.0467	-0.0961	0.1323
Si	19.352	0.8588	29.2653	0.1066	0.073	0.0514
Si	21.6639	2.885	17.6515	-0.143	0.023	0.0052
Si	9.514	4.2682	9.481	-0.1711	0.0244	0.0346
Si	11.8421	9.5674	10.5272	0.1206	-0.0378	0.0528
Si	15.0994	6.2254	9.1219	0.1354	0.1512	0.4604
Si	23.4267	-4.9727	28.3693	0.0276	-0.0878	0.0777
Si	-0.4854	2.3809	15.5788	-0.1015	-0.2253	0.0957
Si	21.3443	13.0977	22.201	0.0705	-0.084	0.0464
Si	22.263	12.9019	26.6375	0.0941	0.0633	0.1976
Si	29.4769	0.2562	12.584	-0.0449	0.028	0.1593
Si	3.6041	2.8019	16.023	-0.2068	0.1808	-0.1939
Si	9.1285	-3.8567	20.3402	-0.0544	0.0547	0.0738
Si	19.8776	15.0644	20.1617	0.0907	-0.0771	0.08
Si	6.0683	7.0779	14.6247	0.0962	-0.459	-0.3214
Si	26.1806	0.0474	17.3899	0.2191	-0.0305	-0.1124
Si	-6.0321	15.3649	12.1753	-0.0326	-0.0036	-0.3428
Si	8.9352	18.8935	19.4858	-0.1318	0.1088	0.0598
Si	18.6697	9.2735	17.515	-0.0713	0.0075	-0.0149
Si	5.7642	10.4937	11.5271	0.1958	0.1365	0.0342
Si	20.5441	-1.3081	17.8661	-0.0629	-0.1943	0.2902
Si	20.651	8.6849	10.0151	0.268	-0.109	0.0264
Si	11.2679	1.8914	24.4436	0.118	-0.1216	0.0867
Si	14.3855	9.6987	10.9406	-0.3592	-0.1476	-0.0356
Si	6.5538	2.8797	23.603	-0.1395	-0.1774	-0.0198
Si	6.5345	-11.2397	12.7507	-0.2627	0.4809	0.1246
Si	2.2083	10.089	27.8586	0.104	0.1771	-0.0027
Si	13.0361	6.1908	23.4615	-0.1621	0.062	0.2225
Si	7.1682	7.4021	10.8899	-0.0506	0.0161	0.0954
Si	22.4175	8.062	26.0237	0.1423	0.0036	0.4394
Si	17.5454	1.7414	18.311	0.1612	-0.0565	-0.202
Si	10.4649	-2.8459	17.7108	0.0212	0.1458	0.258
Si	4.0703	17.8229	13.9156	0.3775	0.0334	0.06
Si	15.5252	1.9205	10.5317	0.0952	0.0276	-0.1283
Si	11.7124	0.7171	27.2096	0.0179	0.4778	0.6594
Si	14.5284	-5.7164	25.799	-0.1102	-0.2408	0.0447
O	22.6189	-0.4694	21.559	0.0031	0.0439	-0.0378
O	38.9164	15.8895	24.3378	0.0409	0.0307	-0.035
O	22.0568	3.6364	22.1643	-0.0034	0.0713	-0.0747
O	28.5791	26.3462	13.8749	0.1776	0.0702	-0.2758
O	9.7755	23.4085	25.8379	0.053	0.0273	-0.1746
O	15.6769	13.454	27.6271	-0.0018	0.0674	0.2052
O	8.5827	10.914	23.4581	0.0013	-0.0803	0.2446
O	9.4551	-3.1184	18.934	0.0175	0.0017	-0.1342
O	16.1485	2.1184	19.0096	-0.0825	0.0605	0.0119
O	20.258	-16.3975	23.4033	-0.0295	-0.0853	0.0348
O	5.1559	15.431	16.4282	0.176	-0.0545	0.0761
O	-1.9429	-16.3194	19.3611	0.0476	-0.0331	-0.0007
O	13.5605	7.1215	17.8907	0.1349	-0.2246	-0.0118
O	17.2109	24.7607	20.6829	-0.097	0.0315	0.0184
O	27.5993	-5.7515	13.256	-0.2571	-0.1347	0.3078
O	12.2016	9.7741	26.6987	0.0345	0.1813	-0.181
O	9.7302	-2.825	16.2431	-0.0418	-0.0532	-0.1103
O	13.6981	-0.9725	15.8026	-0.0025	-0.075	0.0238
O	5.8699	10.97	29.3065	-0.2447	-0.1431	0.085
O	-4.4112	-0.7426	27.5969	0.108	-0.2813	-0.2984
O	45.5426	9.78	14.2877	-0.0735	-0.0299	0.138
O	-3.8998	-4.0364	17.708	0.0183	-0.1175	-0.0465
O	17.9775	22.3717	16.0336	0.0482	-0.0502	0.1292
O	-7.157	2.5818	28.4161	-0.01	-0.2004	0.2508
O	28.2878	-0.2414	11.5742	-0.0417	-0.0271	0.0366
O	-0.4585	3.8738	24.7172	0.0333	-0.0234	-0.0913
O	19.0731	48.7436	21.2857	-0.0996	-0.0123	-0.0787
O	8.0985	-2.8599	21.1006	0.0186	-0.0267	-0.0284
O	24.1338	6.0657	17.8846	0.0094	-0.0345	-0.0748
O	23.2126	6.8096	25.3204	0.067	-0.0853	-0.2714
O	22.1339	11.8644	18.1891	0.1086	0.0743	-0.1248
O	11.4132	22.1637	23.6506	0.058	0.0488	-0.0044
O	13.2446	0.5227	26.6847	0.0447	-0.0324	-0.2312
O	-4.0831	-9.4558	19.8624	-0.0054	0.0488	0.0167
O	27.4626	-1.3159	22.1056	0.0955	0.0003	0.0313
O	6.8057	6.708	16.0602	0.0258	0.0192	0.2187
O	-3.1224	17.6144	17.8555	0.0341	0.0209	-0.1133
O	20.0242	19.2337	14.6096	0.1284	0.1033	0.0036
O	9.4785	16.8419	26.3072	0.1478	-0.3316	-0.5875
O	6.1198	-1.6269	14.5864	-0.0597	0.1134	0.1796
O	20.8966	3.4245	24.6795	0.0424	0.0494	-0.0075
O	14.7229	3.233	14.2121	0.0775	0.0778	-0.0824
O	27.4427	17.8652	11.6017	-0.1449	-0.1879	-0.1521
O	4.7904	12.4376	16.5025	0.0967	0.0512	-0.2684
O	30.7948	-0.1807	25.0818	-0.0946	-0.0826	0.1417
O	-1.8912	7.3267	24.4905	0.1024	-0.011	0.0149
O	8.4598	20.3511	20.0488	-0.0196	-0.16	-0.0462
O	15.1555	11.9654	12.9177	-0.0682	0.1796	0.0457
O	13.6186	-1.8271	24.0314	0.1387	0.1528	-0.0547
O	29.9654	11.097	27.1806	0.07	0.0176	-0.1418
O	15.1035	3.6864	20.8709	0.0502	0.1446	0.0193
O	22.3053	-8.4925	17.3574	-0.041	-0.0701	0.0884
O	27.9293	-6.7708	15.6118	0.0403	-0.0553	0.1374
O	28.0123	4.9367	24.3683	-0.0222	0.0288	-0.1334
O	26.3706	1.4474	25.9848	-0.0538	-0.0901	-0.2717
O	4.9926	-0.9025	22.8549	-0.0233	-0.0668	0.0301
O	16.8855	5.6459	17.4069	-0.105	-0.108	-0.0035
O	-7.7412	12.8997	27.977	0.0241	-0.1067	-0.0253
O	13.6229	1.7087	16.2007	0.1669	0.0944	-0.0975
O	-0.6341	14.3057	11.9391	-0.0849	0.0725	0.2442
O	15.5335	-4.1888	20.9908	0.0242	-0.1982	0.0302
O	10.4209	7.8002	15.0563	-0.034	-0.0808	0.1449
O	29.0665	14.7618	19.493	0.1687	0.0047	0.0395
O	1.199	4.3727	12.673	-0.1285	-0.2947	0.1272
O	12.8648	-23.3639	24.3161	0.0229	0.0029	-0.0183
O	21.5173	13.7775	14.2126	-0.0265	-0.0933	0.0755
O	17.3946	13.2444	17.3344	0.0168	0.0323	0.0784
O	25.334	9.9342	13.5335	-0.0652	-0.0934	0.1157
O	17.2904	-2.0473	26.4176	-0.11	-0.0609	0.0935
O	13.3198	9.3119	21.9712	0.1089	-0.0782	-0.0215
O	17.8831	35.6206	18.8126	-0.0081	0.0206	-0.039
O	11.3712	26.0026	15.9167	-0.0971	-0.0306	0.0081
O	49.3	-1.7706	23.8781	-0.0582	-0.0245	0.0314
O	8.1907	1.5682	12.6361	0.1543	-0.047	-0.0075
O	34.1839	20.4741	17.7066	0.0276	-0.1291	-0.0202
O	7.6548	25.0363	25.4561	0.0113	0.0729	-0.0552
O	16.8389	-5.6057	19.4325	-0.138	0.0377	0.0657
O	22.3739	17.0058	26.8036	-0.3338	-0.1098	-0.1418
O	11.8432	-5.9806	22.5851	0.0372	-0.0975	-0.0049
O	1.8762	17.6753	23.65	0.0815	0.1147	-0.0645
O	2.7918	8.713	25.0532	-0.0195	-0.1074	0.1376
O	9.0395	3.2195	10.7254	0.0708	0.1705	-0.1076
O	9.5208	7.4706	23.5608	0.0467	-0.0663	-0.0191
O	12.0655	9.9467	14.9259	-0.147	-0.0848	0.0177
O	10.5393	18.6445	19.6804	0.1167	-0.0317	-0.0269
O	33.6215	15.7662	17.3663	0.0139	-0.0177	0.1054
O	20.1875	9.9384	17.496	0.0743	0.1595	-0.0208
O	3.1528	27.1351	19.4834	-0.0312	-0.002	-0.0539
O	15.9869	13.9702	15.2378	0.0516	0.0052	-0.0466
O	5.4306	15.7299	19.0835	0.0749	-0.029	-0.0599
O	32.6837	21.3611	27.825	-0.0331	0.0259	-0.2308
O	3.3384	-7.3146	19.3766	-0.0067	-0.0421	-0.0667
O	17.0266	23.5855	29.1971	-0.0237	-0.1001	0.1622
O	26.6931	11.4153	17.9324	-0.0519	-0.0419	0.0136
O	20.809	-4.9378	25.6491	-0.0338	0.0183	-0.0508
O	11.2324	1.1845	18.4118	-0.0032	0.1059	0.0489
O	20.9354	-0.8375	26.8605	-0.0825	-0.074	-0.0139
O	30.1228	16.075	10.095	-0.0069	0.0001	-0.0878
O	-1.4862	-3.3651	16.7774	0.0108	-0.1827	0.1008
O	-13.3018	24.7246	14.9578	0.1539	0.0092	0.0602
O	7.4126	9.521	25.4405	-0.1039	-0.0335	-0.0672
O	0.0907	16.2636	16.6749	0.0068	0.2352	0.0367
O	25.9455	3.2453	23.9873	0.0136	-0.0506	-0.0603
O	34.7825	3.4751	21.0564	-0.0401	0.1933	0.0457

Results
free energy: -249709.567 eV
free energy less fixed offsets of O -568.88, Si -635.61 eV per atom: 10.193 eV

The program warned: the cutoff lies below the one the program advises for these potential files; the exchange-correlation potential is rough where the density is thin.
